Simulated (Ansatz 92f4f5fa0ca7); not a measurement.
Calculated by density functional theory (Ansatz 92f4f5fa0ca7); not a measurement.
Periodic cell of 225 atoms, Si133O90H2, from a study of silicon, its oxide and their interface. The atomic structure is a simulated model.
Doubt: the cutoff is far below the 930 eV that the study's wrapper takes by default for these files, so forces and energies are approximate.
This geometry differs little from another in the collection (a relaxation step or a small displacement).

Settings: functional PBE; potential files Ansatz PAW; basis plane waves; wave-function cutoff 580 eV; density cutoff ratio 5; exchange-correlation grid ratio 1; k mesh 1 x 1 x 1, Gamma-centred; self-consistency stop 5e-08 eV per atom in the density residual; occupations fixed; spin none; net charge 0.

Cell vectors (angstrom)
a 10.938 0 0
b 0 10.938 0
c 0 0 33.2855

Atoms and the computed forces on them: element, x, y, z (angstrom), force x, y, z (eV/angstrom)
Si 0.4365 -0.348 25.943 0.0026 -0.0034 -0.004
Si 5.3284 0.3131 25.756 0.0036 -0.0046 0.0007
Si 2.9461 2.4036 25.7515 -0.0005 -0.0014 -0.0103
Si 7.9447 3.0278 26.0304 0.0046 -0.0026 0.0042
Si -0.2812 5.6209 25.7308 0.0015 -0.0003 0.0045
Si 5.8452 5.3212 25.8308 0.0006 0 -0.0093
Si 2.6119 8.3181 25.6936 0.001 -0.001 0.0045
Si 8.5664 8.0075 25.7619 0.0044 -0.0007 -0.005
Si 1.5016 1.2903 27.2329 -0.0031 0.0013 0.0029
Si 6.785 1.4073 27.2398 0.0025 -0.0032 -0.0021
Si 4.111 4.1173 26.9836 -0.0033 0.0034 0.0006
Si 9.5904 4.1464 27.2313 0.0002 0.0013 -0.0011
Si 1.3792 6.7809 27.0243 -0.0006 0.0021 -0.0001
Si 6.9701 6.873 27.1523 -0.0019 0.0036 0.0026
Si 4.1869 9.5426 27.0078 -0.0003 -0.0004 -0.0008
Si 9.6737 9.526 27.169 -0.0003 -0.0002 0.0034
Si 2.8425 -0.0918 28.5323 0.0001 -0.0028 0.0008
Si 8.226 -0.0185 28.484 -0.001 0.0003 0.0008
Si 0.0419 2.6983 28.4974 -0.0002 0 0.0007
Si 5.4055 2.7874 28.5204 0.0011 -0.0031 0.0037
Si 2.7461 5.4426 28.4312 -0.0029 0.0023 0.0009
Si 8.227 5.4851 28.5731 0.0045 -0.0002 0.0007
Si 0.0573 8.1361 28.5121 0.0013 -0.0012 -0.0018
Si 5.506 8.1968 28.4598 -0.0014 0.0007 0.0005
Si 4.1018 1.3673 29.8673 0.0768 -0.0203 0.2998
Si 9.5708 1.3673 29.8673 0.045 -0.0697 -0.1068
Si 1.3673 4.1018 29.8673 0.1813 -0.0154 -0.1953
Si 6.8362 4.1018 29.8673 -0.2063 0.086 0.2058
Si 4.1018 6.8362 29.8673 0.0121 -0.0555 -0.491
Si 9.5708 6.8362 29.8673 0.3137 0.0932 0.5259
Si 1.3673 9.5708 29.8673 0.2447 -0.3126 0.0893
Si 6.8362 9.5708 29.8673 0.0629 -0.0193 -0.1321
Si 0 0 31.2345 -0.0009 0.0232 -0.0366
Si 5.469 0 31.2345 0.0651 0.1743 -0.004
Si 2.7345 2.7345 31.2345 -0.054 -0.0812 -0.0074
Si 8.2035 2.7345 31.2345 -0.0536 0.0097 -0.0265
Si 0 5.469 31.2345 -0.0697 0.0827 0.0031
Si 5.469 5.469 31.2345 0.0647 -0.0204 0.0025
Si 2.7345 8.2035 31.2345 -0.0926 0.0635 0.0161
Si 8.2035 8.2035 31.2345 0.0696 0.0333 -0.0083
Si 1.3673 1.3673 32.6018 -0.0062 0.0338 -0.0024
Si 6.8362 1.3673 32.6018 0.029 -0.0837 -0.0073
Si 4.1018 4.1018 32.6018 0.0023 0.0023 -0.0192
Si 9.5708 4.1018 32.6018 0.0629 -0.0219 -0.0338
Si 1.3673 6.8362 32.6018 0.0578 -0.079 -0.0142
Si 6.8362 6.8362 32.6018 -0.0213 0.019 -0.0076
Si 4.1018 9.5708 32.6018 0.0395 -0.0531 -0.0376
Si 9.5708 9.5708 32.6018 -0.0321 -0.0144 -0.0125
Si 2.7345 0 0.6835 -0.0152 0.0035 0.0066
Si 8.2035 0 0.6835 0.0116 0.0723 0.049
Si 0 2.7345 0.6835 -0.0949 0.0199 0.0113
Si 5.469 2.7345 0.6835 0.018 0.0097 0.0135
Si 2.7345 5.469 0.6835 -0.0325 0.0234 0.0395
Si 8.2035 5.469 0.6835 0.0004 -0.0162 0.0078
Si 0 8.2035 0.6835 -0.0012 0.0004 0.0092
Si 5.469 8.2035 0.6835 -0.0287 0.0786 0.0043
Si 4.1018 1.3673 2.0507 -0.0178 -0.0261 0.0377
Si 9.5708 1.3673 2.0507 0.0896 -0.0134 -0.0153
Si 1.3673 4.1018 2.0507 -0.0448 -0.1165 -0.0165
Si 6.8362 4.1018 2.0507 0.0082 0.0115 0.0373
Si 4.1018 6.8362 2.0507 0.0849 -0.0257 -0.0167
Si 9.5708 6.8362 2.0507 -0.0213 0.0073 0.029
Si 1.3673 9.5708 2.0507 -0.0007 0.0238 0.0375
Si 6.8362 9.5708 2.0507 -0.065 -0.1629 -0.0276
Si 0 0 3.418 0.0629 0.3509 -0.355
Si 5.469 0 3.418 -0.224 -0.1674 0.1375
Si 2.7345 2.7345 3.418 -0.2864 -0.0248 -0.0058
Si 8.2035 2.7345 3.418 0.0583 0.0771 0.1335
Si 0 5.469 3.418 0.0256 -0.0734 0.1643
Si 5.469 5.469 3.418 -0.0588 0.236 -0.198
Si 2.7345 8.2035 3.418 0.0748 0.0419 0.2371
Si 8.2035 8.2035 3.418 -0.3636 -0.1541 -0.3495
Si 1.3391 1.3683 4.8117 0.0016 0.0053 -0.0013
Si 6.7964 1.3865 4.7684 -0.0016 0.0025 0.0017
Si 4.042 4.1655 4.7458 0.0041 0.0067 0.0078
Si 9.5635 4.1119 4.8185 -0.0017 0.0018 -0.0006
Si 1.3593 6.8439 4.7999 0.0002 -0.001 0.0018
Si 6.8122 6.8426 4.7947 -0.0091 -0.0041 0.0023
Si 4.0775 9.5756 4.8492 -0.0017 0.0012 -0.0013
Si 9.5093 9.6255 4.686 0.0001 -0.0029 -0.0023
Si 2.6299 -0.0531 6.237 -0.0016 -0.0027 -0.0002
Si 8.1556 -0.0036 6.0951 -0.0016 -0.0008 0.0025
Si -0.0281 2.7472 6.2215 0.0038 -0.0013 0.004
Si 5.3443 2.728 6.0491 -0.0052 0.007 -0.0025
Si 2.7268 5.5051 6.2283 0.0046 -0.0058 -0.0015
Si 8.1313 5.4279 6.1766 -0.0001 -0.0004 -0.0007
Si -0.1283 8.2278 5.9968 0.0023 -0.0023 -0.0035
Si 5.4544 8.1971 6.2311 0.0058 -0.0037 0.003
Si 3.7826 1.6244 7.4203 0.0006 0.0086 -0.001
Si 9.6889 1.1209 7.4526 -0.0041 0.0051 0.0062
Si 1.5956 3.8958 7.535 0.0032 0.0001 -0.0131
Si 6.5154 4.2037 7.4222 -0.0123 0.007 -0.012
Si 4.3855 6.5614 7.59 0.0073 -0.0086 -0.0136
Si 9.2632 7.1225 7.3572 -0.001 -0.0019 0.0045
Si 0.8945 9.7402 7.4404 0.0058 0.0011 0.0043
Si 7.0746 9.3792 7.4957 -0.0058 0.0019 -0.002
O 9.5987 6.8091 25.2293 -0.0025 0.0011 -0.001
O 4.1344 1.353 25.225 -0.0007 0.0035 0.0058
O 8.1873 8.2367 7.9686 0.0043 0.0016 -0.0026
O 2.7088 2.7551 7.9961 -0.0047 -0.0067 0.0054
O 6.894 4.1236 25.3543 -0.0034 0.0011 0.0054
O 1.4892 9.4776 25.2851 -0.0005 0.0022 -0.0011
O 5.4826 5.3797 7.9231 0.0062 -0.002 0.0167
O -0.12 0.0139 7.9123 0.0008 0.002 -0.0088
O 6.9599 3.3848 8.7879 0.0061 -0.0031 0.0011
O 6.5441 10.1416 8.8704 0.0017 -0.0002 0.0003
O 10.1439 6.5548 8.622 -0.0005 0.0013 -0.0009
O 1.1224 8.8471 8.806 -0.0002 -0.0009 -0.001
O 4.6037 1.0551 8.7168 0.002 -0.0029 0.0009
O 1.0342 4.6182 8.9256 -0.0024 0.0018 0.0047
O 8.9172 1.5549 8.8512 0.0022 0.0006 -0.0018
O 3.9642 7.0361 9.11 -0.0045 0.0042 0.0013
O 8.0339 8.8373 24.4308 -0.0001 0.0001 0.0034
O 8.7067 2.2771 24.8066 -0.0003 0.001 -0.0009
O 5.4981 6.2549 24.5014 0.0013 -0.0014 0.0029
O 1.9966 2.8076 24.4543 0.0016 -0.0004 0.0035
O 10.7511 0.4297 24.6562 0.0011 -0.0011 0.0035
O 0.1871 4.7644 24.3881 0.0011 -0.0016 -0.0012
O 7.2308 11.8772 20.6695 0.0005 0.0004 0.0019
O 6.2243 10.7798 24.446 -0.0023 0.0008 -0.0011
Si 9.6658 1.353 23.9045 0.0015 -0.0011 -0.0047
Si 4.5555 6.453 20.541 0 0.0022 -0.0019
Si 1.0522 8.8919 10.4335 0 -0.0013 0.0028
Si 17.2746 5.2559 15.8562 -0.001 0.0025 -0.0007
Si 7.3249 2.155 19.5742 0.0012 0.0013 -0.0009
Si 19.3013 14.3142 12.6068 0.0006 0.0001 -0.0005
Si 11.0107 4.9601 16.8149 0.0026 -0.0188 -0.0062
Si 9.2349 -0.6263 16.4632 0.0026 0.0013 -0.0034
Si 15.4064 10.5125 19.0113 -0.0027 -0.0023 -0.0019
Si 12.6937 3.0234 18.2805 0.0018 -0.0017 0
Si 8.3519 2.9362 9.5054 -0.0019 0.0013 -0.0009
Si 2.9277 8.0081 18.4309 0.0029 0.0007 -0.0101
Si 11.5514 1.0931 16.2761 -0.0014 0 -0.0002
Si 0.4246 13.6379 13.5332 0.0016 -0.0006 -0.0014
Si 4.2897 2.5039 20.0043 0.0009 -0.0005 -0.0017
Si 6.1223 2.4476 14.4373 -0.0001 -0.0005 0.0013
Si 7.0834 5.8968 18.803 -0.0008 -0.0005 -0.0012
Si 5.2128 10.772 9.5857 -0.0001 0.0009 -0.0005
Si 15.1665 6.5665 23.5287 -0.0018 0.0017 -0.0011
Si 17.9014 10.254 20.6616 -0.0011 0.0002 -0.0007
Si 3.0564 4.3337 21.9293 0.0004 0.0016 -0.0008
Si 11.4594 9.5768 14.8217 -0.0136 -0.0098 0.0005
Si 6.5622 11.5948 16.9767 0.0011 -0.0015 0.0007
Si 5.2688 8.2852 13.1025 0.0002 0.0013 -0.0005
Si 10.5298 5.2044 9.4317 0.0016 -0.0014 0.0015
Si 3.7074 6.9729 15.4719 -0.0034 0.001 0.0081
Si 7.4778 10.1374 23.6076 0.0001 0.0014 -0.0008
Si -2.2238 8.458 18.8304 -0.0005 0.004 -0.0054
Si -0.39 6.7932 12.0565 0.0026 -0.0003 0.0004
Si 1.6103 10.9916 12.3193 -0.0014 -0.0027 0.0059
Si 11.004 6.6927 19.029 0.0046 0.0093 0.0172
Si 3.8419 8.1126 10.3192 0.0008 0.0004 -0.0024
Si 0.8039 3.4918 23.5519 -0.0026 0.0012 -0.0006
Si 10.0778 3.7604 19.1417 -0.002 -0.0039 0.0006
Si 4.8434 11.2687 12.5488 0.0022 -0.0001 -0.0003
Si 7.8121 6.2924 13.4926 0.0003 0.0009 0.0004
Si 1.3264 5.3863 14.1393 0.0051 0.0036 -0.0057
O 9.9024 7.705 19.6564 0.0045 -0.0042 -0.0018
O 5.1014 1.7237 13.375 0.0014 0.0014 0.0014
O 11.4213 2.82 19.3237 0.0013 0.0013 -0.0006
O 7.3782 12.4905 18.0666 0.002 0.0005 0.0002
O 4.1174 7.9722 14.2355 -0.0017 0.0019 -0.0009
O 4.0301 0.9093 19.8352 -0.0014 0.006 0.0019
O 2.3468 8.0427 10.9432 -0.0013 0.0007 -0.0001
O -1.0828 3.9985 17.5008 0.0061 0.0077 -0.0039
O 7.7226 4.8937 12.6203 0.0003 0.0003 0.0004
O 9.4339 -1.8606 17.5071 0.0014 -0.0049 0.0091
O 5.796 14.8958 14.9957 0.0004 -0.0014 -0.0004
O 5.497 9.9132 13.2231 0.0005 -0.0004 0.0007
O 10.7211 8.1589 11.165 0.0007 0.0008 -0.0004
O 17.6513 5.0363 17.4433 0.0005 0.0006 0.0012
O 1.3294 10.6621 15.7529 0.0027 0.0006 -0.0001
O 6.0291 12.4899 15.7674 -0.0019 0.0058 -0.0047
O 1.5397 7.4142 19.0996 -0.0085 -0.0028 0
O 19.6537 3.0534 19.7751 0.001 0.0015 0.0012
O 7.4898 18.3868 18.4177 0.0001 -0.0005 0.0009
O 12.6393 1.7295 17.2964 0.0008 0.0035 0.0018
O 3.2268 11.091 12.4347 -0.0044 0.0009 -0.0009
O 3.228 7.6256 24.2965 0.0018 -0.0015 -0.0005
O 19.1186 9.6483 19.7787 -0.0007 0.0005 0.001
O 9.4254 4.0785 9.1039 -0.0017 -0.0013 0.0001
O 11.9721 9.8273 13.3128 0.003 0.0135 -0.0194
O 3.8879 2.9747 21.5285 0.0007 -0.0003 0.0002
O 4.6992 7.1272 22.0484 0.0012 -0.0004 0.0009
O 1.1599 10.4718 10.8417 0 0.0009 -0.0008
O 5.1025 6.2917 15.9222 0.001 -0.0001 -0.0018
O 18.5744 10.5482 16.3489 -0.003 0.0017 -0.0038
O -2.7861 2.7688 11.106 0.0006 0 -0.0019
O 6.6388 7.4105 13.2867 0.0003 0 -0.0001
O 5.8647 2.9269 19.7243 -0.0012 0.002 0.0008
O 11.0247 5.1375 15.2139 -0.0026 0.0018 0.0077
O 16.1944 10.8676 17.6204 0.0012 -0.0007 -0.0025
O 10.11 11.617 16.968 0.0018 0.0028 0.001
O 0.2839 2.1322 15.0599 0.0004 0.0005 0.0017
O 3.5469 5.0857 23.3022 0.0004 -0.0008 0.0016
O 14.0401 -3.2727 16.8403 0.0044 0.0036 0.0009
O 11.7619 8.0498 15.2572 0.022 0.0005 0.0517
O 5.5315 11.3789 11.0637 0.0009 0.0002 -0.0013
O 4.0914 -1.3457 9.673 0.0007 0.0003 0.0013
O 8.646 11.2264 23.2029 -0.0006 0.0002 0.0015
O 4.8365 7.8591 11.5784 0.0003 -0.0009 0.0003
O 10.5844 2.4249 23.0628 0.0002 0.0006 0.0013
O 3.3344 5.3688 20.6956 -0.0006 0.0011 0.0004
O 7.666 5.8607 15.0816 0.0003 0.0003 -0.0001
O -0.4796 5.5295 11.0172 0.0003 0.0009 0.0006
O 9.845 9.8822 15.0031 -0.0105 0.0002 -0.0005
O 0.9221 12.4378 12.5604 0.0011 -0.0005 -0.0005
O 6.9307 9.6407 22.1622 -0.0004 -0.0003 -0.0009
O 1.5382 3.899 13.4775 -0.001 0.0009 0.0011
O 4.1424 7.4016 19.3102 -0.0002 0.0001 0.0032
O 2.6873 5.8405 14.8928 -0.0038 -0.001 -0.0041
O 9.9394 14.2367 13.0069 -0.0015 0.0012 -0.0004
O 3.1362 9.6266 18.6669 0.0003 0.003 0.0017
O 9.2315 6.9553 13.023 0.0009 0.0002 -0.001
O 16.9114 5.8353 20.0174 -0.0003 0.0009 0.0006
O 0.8901 6.4549 13.0017 -0.0007 -0.0025 -0.0014
O 10.7733 6.4791 17.4045 -0.0004 0.0053 -0.0076
O 16.4879 9.7841 19.9953 0.0031 -0.0001 0.0046
O 1.4786 4.0091 22.1533 0.0002 -0.0003 0.0007
O 10.6492 5.229 19.7279 0.0036 0.0063 -0.0033
O 23.3875 4.3874 17.3849 -0.004 0.0025 0
O 14.1711 3.1791 18.9388 -0.0014 0.001 -0.0013
O 7.5845 2.4603 13.7127 0 0.001 0.0005
H 8.2632 5.3024 19.4135 -0.0019 0.0009 -0.0008
H 11.3046 7.7119 16.0572 0.0007 -0.0052 -0.033

Results
free energy: -135767.698 eV
free energy less fixed offsets of H -15.97, O -568.88, Si -635.61 eV per atom: -0.428 eV

The program warned: the cutoff lies below the one the program advises for these potential files; the forces do not sum to zero within the program's tolerance; the exchange-correlation potential is rough where the density is thin.
